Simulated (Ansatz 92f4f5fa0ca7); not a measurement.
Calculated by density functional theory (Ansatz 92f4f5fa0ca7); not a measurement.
Periodic cell of 534 atoms, Si286O176H72, with a vacuum gap, from a study of silicon, its oxide and their interface. The atomic structure is a simulated model.

Settings
functional: r2SCAN
potential files: Ansatz PAW
basis: plane waves
wave-function cutoff: 800 eV
density cutoff ratio: 5
exchange-correlation grid ratio: 1
k mesh: 1 x 1 x 1, Gamma-centred
self-consistency stop: 2e-11 eV per atom in the density residual
occupations: fixed
spin: none
net charge: 0
applied field: sawtooth along c, amplitude -0.015 V/angstrom in the program's sign convention, ramp centred at 0.9881 of c and 0.0238 of c wide, no dipole correction

Cell vectors (angstrom)
a	16.3305	0	0
b	0	16.3305	0
c	0	0	41.9892

Atoms and the computed forces on them: element, x, y, z (angstrom), force x, y, z (eV/angstrom)
Si	-0.055	-0.107	28.649	0.003	0.002	0
Si	2.843	2.356	28.28	-0.01	-0.002	0.003
Si	-0.282	5.632	28.507	-0.003	-0.01	0
Si	2.56	8.206	28.336	-0.001	0	-0.003
Si	0.478	10.579	28.401	0.002	0.008	0.004
Si	2.075	14.001	28.225	0.003	0.005	0.002
Si	5.141	0.238	28.214	0.002	0	0
Si	8.032	3.135	28.169	0	-0.001	-0.007
Si	5.572	5.045	28.356	-0.003	-0.001	-0.004
Si	7.87	8.234	28.431	0.004	-0.003	0.001
Si	5.628	10.412	28.358	0.002	0.003	-0.01
Si	8.418	13.227	28.12	-0.003	0.002	-0.001
Si	11.348	-0.23	27.835	0.014	-0.004	-0.004
Si	14.227	2.184	28.302	0	0	-0.001
Si	11.318	5.992	28.358	0.017	0.005	0.001
Si	14.042	7.97	28.782	-0.008	0.002	0.005
Si	10.47	10.838	28.289	-0.002	-0.009	0.002
Si	13.081	13.416	28.022	-0.011	-0.001	0.006
Si	1.383	1.293	29.807	0.001	-0.004	-0.005
Si	4.046	3.882	29.662	0.007	0	-0.011
Si	1.388	6.73	29.72	-0.003	0.002	0.001
Si	4.087	9.36	29.719	-0.004	-0.002	0.004
Si	1.388	12.276	29.719	-0.007	-0.01	-0.002
Si	3.957	14.949	29.447	-0.006	0.002	0.001
Si	6.849	1.416	29.418	-0.003	0.003	0.002
Si	9.629	4.398	29.399	-0.007	-0.007	-0.005
Si	6.678	6.683	29.662	0.003	0.002	-0.012
Si	9.375	9.431	29.761	-0.004	0	-0.009
Si	6.792	12.145	29.497	0.002	-0.002	0.003
Si	9.608	14.954	29.246	-0.003	-0.008	0.006
Si	12.346	1.273	29.403	0.004	-0.002	0.001
Si	15.014	3.943	29.72	0.003	0.006	0.001
Si	12.417	6.954	30.09	0.003	0	-0.012
Si	15.235	9.578	29.825	-0.002	-0.009	-0.008
Si	12.104	12.009	29.578	0.001	0.009	-0.01
Si	14.807	14.641	29.503	0.004	0.009	-0.003
Si	0.066	2.7	31.118	0.002	-0.007	-0.003
Si	2.752	-0.105	31.046	-0.007	0.013	-0.007
Si	0.145	8.129	31.159	-0.006	0.003	-0.001
Si	2.753	5.335	31.012	0.002	-0.009	0.011
Si	-0.106	13.508	31.02	0.004	0.004	0.006
Si	2.802	10.883	31.007	0.002	0.007	0.012
Si	5.501	2.618	30.98	0.002	-0.001	0.005
Si	8.217	-0.037	30.692	-0.009	0.001	0.009
Si	5.41	8.044	31.095	0.008	0	0.01
Si	8.201	5.456	30.963	-0.003	0.007	0.003
Si	5.4	13.574	30.785	0.002	0.003	0.005
Si	8.074	10.878	31.044	0.014	-0.011	-0.005
Si	10.941	2.785	30.692	0.005	-0.005	0.008
Si	13.559	-0.158	30.875	0.007	-0.005	0.002
Si	10.843	8.244	31.173	0	-0.007	0
Si	13.666	5.301	31.142	-0.007	0	-0.012
Si	10.853	13.596	30.838	0.005	-0.004	0.007
Si	13.623	10.852	30.988	-0.004	-0.004	0.011
Si	1.409	4.051	32.446	-0.003	0.011	0.012
Si	4.139	1.281	32.358	-0.027	-0.001	0.009
Si	1.457	9.547	32.437	-0.02	-0.011	0.011
Si	4.064	6.706	32.423	-0.008	0.023	0.016
Si	1.316	14.896	32.342	0.006	-0.003	0.009
Si	4.143	12.255	32.321	-0.008	-0.007	0.022
Si	6.843	4.048	32.305	-0.018	-0.013	0.019
Si	9.556	1.372	32.086	0.005	0.009	0.031
Si	6.761	9.484	32.399	-0.001	-0.002	0.025
Si	9.489	6.793	32.41	-0.001	0.001	0.017
Si	6.818	14.959	32.127	-0.005	-0.006	0.029
Si	9.501	12.279	32.29	-0.011	-0.003	0.026
Si	12.206	3.972	32.337	0	0.013	0.015
Si	14.942	1.249	32.284	-0.004	0.013	0.024
Si	12.263	9.577	32.432	0.016	-0.011	0.013
Si	15.033	6.748	32.418	-0.005	-0.001	0.016
Si	12.2	14.912	32.292	-0.002	-0.004	0.023
Si	14.905	12.211	32.412	0.006	0.003	0.022
Si	-0.01	-0.042	33.697	-0.005	0.01	0.217
Si	2.785	2.665	33.734	0.033	-0.038	0.207
Si	0.042	5.413	33.783	0.003	-0.031	0.232
Si	2.764	8.142	33.774	0.021	-0.014	0.237
Si	0	10.875	33.728	0.015	-0.001	0.219
Si	2.725	13.57	33.686	-0.001	0.013	0.193
Si	5.515	-0.07	33.645	0.024	-0.009	0.19
Si	8.214	2.658	33.599	-0.006	-0.018	0.195
Si	5.486	5.385	33.724	0.052	-0.035	0.237
Si	8.148	8.164	33.762	0.026	-0.017	0.218
Si	5.44	10.889	33.733	0	0.013	0.206
Si	8.131	13.644	33.616	0.015	0.013	0.181
Si	10.848	0.022	33.577	0	-0.029	0.186
Si	13.589	2.626	33.673	0.022	-0.017	0.197
Si	10.874	5.387	33.692	0.015	-0.017	0.198
Si	13.624	8.135	33.718	-0.016	0.024	0.209
Si	10.88	10.966	33.715	-0.026	-0.006	0.235
Si	13.568	13.615	33.726	-0.015	0.042	0.221
Si	1.366	1.326	35.057	0.07	-0.025	0.222
Si	4.13	4.042	35.093	0.062	-0.198	0.349
Si	1.378	6.796	35.112	0.034	-0.023	0.549
Si	4.094	9.534	35.113	0.076	-0.052	0.375
Si	1.355	12.246	35.079	0.095	-0.049	0.265
Si	4.108	14.953	35.019	0.059	-0.139	0.159
Si	6.847	1.323	35.004	0.094	-0.11	0.048
Si	9.514	4.024	35.031	0.065	-0.002	0.199
Si	6.788	6.793	35.104	0.107	-0.057	0.308
Si	9.534	9.559	35.059	-0.04	-0.008	0.282
Si	6.816	12.278	35.037	0.003	-0.025	0.177
Si	9.488	15.021	34.986	-0.054	-0.028	-0.06
Si	12.203	1.317	35.032	0.137	-0.051	0.144
Si	14.95	4.026	35.042	0.085	-0.083	0.235
Si	12.248	6.765	35.041	-0.007	-0.032	0.301
Si	14.975	9.517	35.068	0.014	-0.133	0.412
Si	12.217	12.292	35.108	-0.059	0.089	0.414
Si	14.964	14.959	35.079	-0.071	0.042	0.232
Si	0.004	2.705	6.92	-0.021	0.09	-0.285
Si	2.748	-0.023	6.919	-0.065	0.057	-0.164
Si	-0.007	8.159	6.933	-0.026	-0.003	-0.523
Si	2.759	5.436	6.941	-0.134	0.068	-0.381
Si	0.018	13.622	6.968	0.006	0.006	-0.141
Si	2.702	10.892	6.956	0	0.113	-0.334
Si	5.486	2.66	6.922	-0.151	0.107	-0.228
Si	8.174	0.017	6.94	-0.103	0.049	-0.1
Si	5.44	8.177	6.983	-0.093	0.099	-0.313
Si	8.162	5.393	6.91	0.025	0.1	-0.344
Si	5.46	13.634	6.922	-0.059	0.092	-0.254
Si	8.167	10.924	6.925	-0.087	-0.024	-0.267
Si	10.871	2.697	6.936	-0.046	0.085	-0.115
Si	13.586	0.001	6.914	0.037	0.088	-0.342
Si	10.914	8.174	6.892	-0.007	-0.022	-0.34
Si	13.594	5.4	6.923	-0.025	0.091	-0.217
Si	10.84	13.685	6.914	0.057	-0.128	-0.244
Si	13.623	10.911	6.921	0.01	0.029	-0.339
Si	1.381	4.077	8.268	-0.002	-0.004	-0.213
Si	4.087	1.341	8.299	-0.021	0.03	-0.201
Si	1.341	9.509	8.292	0.018	-0.01	-0.243
Si	4.063	6.817	8.334	0.003	0.009	-0.21
Si	1.394	14.993	8.334	-0.034	0.016	-0.187
Si	4.063	12.312	8.264	-0.028	0.002	-0.211
Si	6.815	4.032	8.29	-0.041	0.031	-0.233
Si	9.508	1.379	8.339	-0.017	0.015	-0.178
Si	6.797	9.577	8.301	-0.015	0.021	-0.201
Si	9.545	6.787	8.208	-0.023	0.018	-0.224
Si	6.802	15.008	8.313	-0.002	0.003	-0.178
Si	9.492	12.319	8.28	0.03	-0.018	-0.214
Si	12.231	4.057	8.31	0.002	-0.002	-0.193
Si	14.942	1.374	8.269	0.016	-0.017	-0.216
Si	12.271	9.547	8.263	-0.034	0.025	-0.232
Si	14.951	6.799	8.254	-0.013	-0.007	-0.209
Si	12.231	15.005	8.287	0.013	-0.031	-0.233
Si	14.966	12.268	8.314	-0.014	0.022	-0.201
Si	-0.019	0.05	9.631	0.011	-0.002	-0.006
Si	2.708	2.705	9.652	-0.004	-0.005	-0.017
Si	0.031	5.484	9.578	-0.004	-0.008	-0.024
Si	2.694	8.2	9.697	0.006	-0.001	-0.019
Si	-0.008	10.863	9.639	-0.003	0.011	-0.016
Si	2.771	13.647	9.722	0.015	0.002	-0.02
Si	5.437	0.02	9.706	0.008	0.001	-0.021
Si	8.146	2.732	9.74	0.004	-0.009	-0.023
Si	5.409	5.372	9.609	0.003	0.004	-0.007
Si	8.187	8.139	9.544	0.004	-0.003	-0.004
Si	5.418	11.003	9.624	0.022	0.001	-0.01
Si	8.158	13.67	9.699	0.008	0.008	-0.021
Si	10.919	0.046	9.671	-0.009	-0.004	-0.031
Si	13.624	2.724	9.684	-0.008	0	-0.029
Si	10.856	5.453	9.634	-0.007	-0.001	-0.018
Si	13.61	8.165	9.629	0.017	0.006	-0.019
Si	10.913	10.966	9.564	-0.01	-0.02	-0.012
Si	13.592	13.66	9.654	0.024	0	-0.014
Si	1.272	1.436	11.03	0.004	-0.004	-0.004
Si	4.056	4.042	11.035	0.004	-0.005	-0.007
Si	1.317	6.808	11.034	-0.002	-0.006	-0.006
Si	4.059	9.665	10.97	0.006	-0.003	-0.006
Si	1.381	12.204	10.965	-0.007	0.007	-0.007
Si	4.105	15.046	11.156	-0.009	0.005	-0.009
Si	6.752	1.382	11.115	-0.005	-0.004	-0.004
Si	9.518	4.136	11.069	0.003	0.007	-0.01
Si	6.822	6.729	10.858	-0.005	0.012	-0.001
Si	9.54	9.566	10.817	-0.009	0.006	0.006
Si	6.693	12.395	11.049	0.008	-0.018	-0.007
Si	9.592	15.013	11.033	-0.004	-0.005	-0.002
Si	12.275	1.364	11.084	0.007	-0.002	-0.008
Si	15.024	4.163	10.939	0.005	0.001	0
Si	12.223	6.822	10.969	-0.006	0.005	-0.009
Si	14.967	9.508	11.012	-0.007	0.003	-0.003
Si	12.227	12.312	11.007	-0.011	0.007	-0.007
Si	14.979	15.028	11	-0.004	0.006	-0.003
Si	0.012	2.922	12.422	-0.005	-0.006	0.003
Si	2.555	0.044	12.403	0	0.005	0.006
Si	-0.02	8.186	12.433	0.001	-0.002	-0.001
Si	2.689	5.417	12.366	0.007	0.008	0.006
Si	-0.007	13.55	12.239	0	0.002	0.006
Si	2.738	10.997	12.465	0	-0.002	-0.001
Si	5.294	2.68	12.524	0.001	0.004	0.004
Si	8.272	0.055	12.369	0.002	0.005	0.004
Si	5.49	8.187	12.054	0.002	-0.002	0.015
Si	8.049	5.447	12.417	-0.002	0.005	0.001
Si	5.508	13.776	12.652	0.003	0.002	-0.003
Si	8.124	10.922	12.11	0.009	-0.002	0.015
Si	10.958	2.811	12.415	-0.01	-0.007	-0.001
Si	13.695	0.047	12.478	0	-0.007	0.005
Si	10.862	8.239	12.242	-0.008	-0.001	0.004
Si	13.658	5.495	12.272	-0.003	-0.005	0.001
Si	10.919	13.705	12.467	0.001	-0.007	0.008
Si	13.596	10.89	12.308	0.004	0.008	0.004
Si	1.549	4.029	13.921	0.003	-0.007	-0.024
Si	3.57	1.601	13.806	-0.004	-0.005	-0.026
Si	1.653	9.286	13.681	0.006	-0.003	-0.017
Si	3.964	7.064	13.356	0.003	0	-0.021
Si	1.386	14.739	13.642	0.002	0.001	-0.021
Si	3.759	12.667	13.83	-0.005	0.003	-0.015
Si	6.906	3.83	13.8	0.002	-0.005	-0.027
Si	9.336	1.694	13.667	-0.003	0	-0.014
Si	7.029	9.309	13.359	0	0.005	-0.028
Si	9.24	7.141	13.482	-0.001	0.003	-0.014
Si	7.043	15.234	13.947	-0.002	0.001	-0.013
Si	9.604	12.041	13.482	-0.005	-0.006	-0.021
Si	12.604	3.958	13.658	0.007	0.002	-0.011
Si	14.819	1.757	13.723	0.001	0.003	-0.022
Si	11.919	9.873	13.57	-0.01	0.002	-0.019
Si	14.832	6.889	13.734	-0.001	0.001	-0.019
Si	12.662	14.702	13.794	0.003	0	-0.028
Si	14.836	12.386	13.598	-0.005	0.006	-0.025
Si	-2.95	8.757	15.779	-0.003	0.002	-0.018
Si	16.909	2.777	23.618	0.001	-0.003	-0.021
Si	17.602	20.515	26.186	-0.003	-0.005	-0.023
Si	-3.442	2.743	22.982	0.001	0	-0.018
Si	-6.933	17.547	20.38	0.003	0	-0.02
Si	-10.369	22.642	24.391	0.003	-0.002	-0.021
Si	8.828	-6.913	17.789	0	0.002	-0.027
Si	15.925	0.091	20.334	0.004	-0.002	-0.024
Si	-21.251	17.772	18.275	0.001	-0.001	-0.027
Si	-4.036	12.651	25.024	-0.001	0	-0.025
Si	1.789	10.776	21.317	-0.002	-0.004	-0.022
Si	14.75	8.661	19.905	0.003	0.001	-0.022
Si	-5.004	7.406	17.674	-0.001	0	-0.026
Si	15.109	11.15	16.349	0	0.001	-0.017
Si	5.102	15.235	21.097	-0.002	-0.001	-0.027
Si	16.985	-5.862	18.655	0	-0.003	-0.026
Si	8.164	13.253	15.896	0.004	-0.006	-0.022
Si	15.045	13.696	24.342	0.002	0.003	-0.025
Si	10.711	-10.949	15.585	-0.003	0.004	-0.02
Si	3.402	18.035	23.121	-0.002	0.001	-0.03
Si	-6.469	28.645	18.272	-0.002	-0.004	-0.023
Si	-0.962	27.464	22.724	0.002	-0.005	-0.021
Si	12.718	4.028	26.649	0	0.004	-0.021
Si	4.132	8.698	20.967	0	-0.002	-0.021
Si	1.801	8.544	16.526	0.002	-0.001	-0.018
Si	5.071	11.693	25.742	0.003	0.001	-0.02
Si	6.545	8.029	19.558	0.003	-0.002	-0.028
Si	3.602	6.227	26.134	0.003	-0.006	-0.02
Si	6.321	30.777	26.16	-0.004	0.002	-0.024
Si	21.66	-27.258	18.5	0.002	-0.002	-0.025
Si	-6.834	-3.497	23.782	-0.001	0	-0.029
Si	5.23	28.52	16.532	0.003	-0.004	-0.013
Si	-3.272	31.847	16.706	0.001	-0.004	-0.022
Si	21.902	20.035	22.89	-0.001	-0.006	-0.009
Si	20.041	21.889	21.035	-0.002	0.001	-0.019
Si	10.442	3.943	21.46	0.001	-0.003	-0.028
Si	-3.018	1.208	20.512	-0.002	0	-0.025
Si	8.301	23.854	25.617	-0.003	-0.002	-0.025
Si	19.208	-1.103	23.05	0.001	0.004	-0.019
Si	-5.604	12.704	21.126	0	-0.002	-0.025
Si	16.535	-10.562	16.131	0.002	-0.001	-0.03
Si	17.955	-0.272	18.328	-0.003	-0.002	-0.027
Si	6.527	-7.611	22.403	-0.004	-0.003	-0.024
Si	13.071	9.783	24.09	0.007	-0.001	-0.018
Si	4.342	-18.029	18.111	0	-0.002	-0.023
Si	12.336	5.864	20.002	0.001	0.004	-0.024
Si	7.727	10.418	24.508	0.001	-0.001	-0.027
Si	19.06	-20.393	23.837	-0.001	0.003	-0.025
Si	26.259	5.475	23.903	0.003	-0.003	-0.02
Si	6.653	3.183	16.784	0	-0.001	-0.025
Si	22.786	9.627	16.183	-0.004	0.003	-0.024
Si	0.752	12.384	26.053	-0.002	0.002	-0.022
Si	31.457	5.754	18.937	0.002	-0.001	-0.022
Si	26.168	2.995	25.627	0.002	0.003	-0.025
Si	7.218	-1.316	23.222	-0.001	0.004	-0.03
Si	13.251	-5.233	20.336	0	0.003	-0.025
Si	9.608	19.044	16.326	-0.003	0.003	-0.02
Si	-16.513	16.174	23.106	0.001	0.002	-0.026
Si	-9.498	1.186	21.691	0	0	-0.015
Si	-5.035	-0.631	21.992	0.001	0.001	-0.045
Si	4.624	-9.065	16.24	0.002	0	-0.027
Si	5.24	16.824	15.989	-0.003	0.002	-0.018
Si	18.333	1.849	20.324	-0.001	-0.004	-0.021
Si	0.916	4.431	20.938	-0.001	0.004	-0.017
Si	-2.765	7.596	22.306	0.002	-0.004	-0.026
Si	13.125	5.45	24.154	0.002	0.003	-0.025
Si	29.224	28.993	17.799	0	0.002	-0.025
Si	28.306	8.617	26.748	0.008	0.003	-0.017
Si	11.374	17.119	24.699	0.004	-0.004	-0.043
Si	32.383	-0.052	15.871	-0.001	0	-0.024
O	1.35	-0.635	22.92	0	-0.001	0.009
O	1.069	-1.058	27.87	0.006	-0.005	0.003
O	5.256	13.231	26.225	0.001	0	0.007
O	2.021	2.997	27.014	0.005	-0.003	0.012
O	-0.308	1.407	23.541	0	0.002	0.005
O	10.033	1.717	24.65	0	0.001	0.008
O	17.481	4.644	15.409	-0.003	0.002	0.006
O	1.513	9.396	27.953	-0.001	-0.002	0.008
O	-6.28	22.94	14.788	0.004	-0.009	0.01
O	-2.756	12.181	19.181	0	-0.006	0.017
O	27.994	-9.235	19.209	0.003	-0.005	0.015
O	9.775	17.827	15.247	0.002	0.002	0.011
O	-4.036	16.749	17.408	-0.004	0.005	0.013
O	11.391	-16.058	26.253	-0.007	-0.007	0.036
O	12.384	4.786	28.025	-0.009	0.004	0.006
O	25.025	7.523	27.195	-0.001	0.001	0.015
O	15.426	15.751	21.707	0.001	-0.002	0.015
O	1.984	13.154	26.807	0.005	0.004	0.019
O	10.973	9.869	27.05	-0.003	0.007	0.009
O	6.78	4.112	27.744	0	0	0.004
O	2.577	2.813	14.259	0.001	0.003	0.003
O	16.782	-0.832	19.323	-0.005	0.001	0.012
O	13.363	21.501	25.715	-0.001	-0.006	0.016
O	10.81	13.234	24.68	0.007	0	0.013
O	11.532	5.671	23.972	-0.003	0	0.01
O	13.65	2.813	14.218	-0.007	0.005	0.008
O	25.657	4.294	24.834	-0.001	-0.006	0.005
O	5.796	-0.583	26.958	-0.003	0.005	0.012
O	9.584	2.792	20.733	0.002	0.005	0.008
O	6.227	16.355	14.8	-0.002	0.002	0.012
O	15.33	1.029	27.87	-0.008	0.003	0.003
O	23.495	-8.168	21.039	-0.001	0.002	0.015
O	26.443	8.465	17.567	0.001	0.002	0.009
O	8.583	14.15	23.438	0.001	-0.002	0.006
O	5.071	14.81	19.544	0.003	0.003	0.023
O	15.797	13.314	25.725	0.004	-0.003	0.016
O	-7.538	18.942	26.804	-0.006	0	0.017
O	-0.394	9.658	19.556	-0.004	-0.002	0.01
O	3.858	0.85	15.235	0.011	-0.006	0.012
O	2.742	-1.408	18.094	-0.003	0.002	0.006
O	-2.565	24.197	14.485	0	0.002	0.007
O	-8.216	14.635	15.048	-0.001	-0.001	0.013
O	-0.883	6.043	14.975	0.004	-0.003	0.007
O	8.052	9.752	16.411	0.008	-0.003	0.011
O	-17.268	15.259	24.177	-0.004	-0.007	0.01
O	6.534	-12.285	15.393	-0.003	0.001	0.013
O	-7.396	13.261	17.323	0.006	-0.003	0.02
O	-4.92	19.464	22.469	0.003	-0.002	0.018
O	0.835	0.24	17.011	0.007	-0.001	0.016
O	-1.68	-0.589	16.481	-0.003	-0.002	0.01
O	17.898	9.378	17.888	-0.003	0.005	0.018
O	13.381	-6.767	19.755	0	0.001	0.008
O	7.797	17.365	20.397	-0.002	0	0.01
O	4.551	13.089	17.679	-0.001	0.007	0.009
O	17.948	3.361	19.928	-0.001	0.001	0.01
O	12.09	4.845	14.937	-0.007	-0.002	0.01
O	11.328	15.921	23.605	0.002	0	0.01
O	12.271	9.734	15.162	0.007	-0.005	0.006
O	7.448	16.601	22.905	0.001	-0.005	0.004
O	0.604	1.24	20.855	-0.001	0.001	0.005
O	4.232	12.078	15.27	0.004	0	0.007
O	9.487	12.032	27.683	0.002	0.002	0.007
O	22.111	1.826	16.707	0.001	0.001	0.011
O	22.777	-1.447	24.624	-0.002	-0.004	0.021
O	20.322	1.314	27.696	0.004	0	0.005
O	13.766	-2.804	14.097	-0.003	0.003	0.014
O	14.659	10.219	23.901	-0.005	0.001	0.012
O	10.751	10.956	13.731	0.008	-0.001	0.008
O	6.248	14.472	21.999	0.006	-0.001	0.016
O	19.267	13.878	23.921	-0.002	-0.007	-0.001
O	12.663	18.029	24.214	-0.004	-0.008	0.014
O	17.634	9.478	15.281	-0.001	0	0.012
O	17.356	7.117	16.495	-0.001	0	0.007
O	3.102	1.797	21.51	0.008	-0.001	0.013
O	-2.718	-11.12	19.217	-0.004	0	0.008
O	-2.008	11.252	21.509	0.009	0	0.016
O	-5.07	4.715	20.307	-0.005	-0.005	0.013
O	-1.653	9.572	16.323	0.003	0.003	0.012
O	6.786	9.346	27.854	-0.004	0.003	0.005
O	-0.655	1.29	15.046	0.001	-0.006	0.009
O	-0.731	12.675	23.206	-0.001	0.007	0.017
O	-8.65	25.051	18.669	-0.006	-0.004	0.009
O	9.273	10.822	18.437	0.002	0.003	0.007
O	-8.152	19.036	17.072	-0.001	-0.001	0.012
O	-6.515	-4.151	22.338	-0.002	0.002	0.015
O	9.604	-11.3	22.359	-0.001	0.004	0.015
O	18.744	0.981	19.022	-0.001	0.005	0.01
O	8.941	-4.112	14.954	-0.007	0.011	0.016
O	16.406	-5.105	26.957	-0.003	-0.007	0.016
O	0.343	3.638	24.97	0.003	0.007	0.021
O	14.94	7.373	18.946	-0.002	0.003	0.008
O	4.641	2.601	23.618	-0.001	0.001	0.018
O	4.567	6.024	17.235	0.001	-0.004	0.017
O	0.421	10.49	22.162	-0.005	0	0.008
O	11.316	19.714	26.173	0.001	0	0.012
O	10.955	5.955	17.062	0.003	0.005	0.019
O	11.358	-4.154	17.67	-0.001	-0.001	0.012
O	5.05	9.336	22.14	0.006	0.001	0.013
O	5.591	27.027	17.048	0	0.001	0.002
O	20.742	6.58	24.775	-0.006	0	0.018
O	-4.04	11.176	24.337	-0.001	0.003	0.01
O	2.408	5.233	25.698	0.001	0.003	0.009
O	3.597	14.929	21.626	-0.005	0	0.017
O	-2.584	2.174	21.733	-0.002	0.005	0.017
O	15.591	11.681	14.888	0	-0.007	0.016
O	19.15	8.153	13.745	-0.009	0.007	0.002
O	-0.1	-4.977	17.512	0.006	-0.003	0.019
O	16.079	5.221	20.145	0.006	-0.003	0.012
O	4.696	-5.469	27.08	0.002	-0.005	0.019
O	40.892	9.1	25.278	0.001	-0.006	0.012
O	12.338	1.992	19.485	0.005	0	0.014
O	9.681	4.149	15.579	0	-0.004	0.005
O	-12.952	8.253	16.464	-0.003	0.001	0.004
O	2.612	11.806	22.279	0.003	0.004	0.016
O	-5.466	2.638	17.341	0.004	-0.004	0.017
O	12.753	22.87	21.407	0.002	0.002	0.011
O	8.051	2.68	13.822	0.004	-0.001	0.007
O	3.663	0.187	23.651	-0.001	-0.001	0.001
O	13.964	23.06	23.624	-0.002	-0.004	0.01
O	8.123	8.24	13.965	0.004	-0.005	0.004
O	7.428	9.909	23.003	0.004	0.006	0.02
O	6.918	6.672	25.644	0.003	0.001	0.014
O	5.043	15.635	17.053	-0.003	-0.007	0.016
O	16.587	4.996	27.123	-0.003	0.007	0.013
O	10.073	17.138	18.959	-0.006	0	0.015
O	14.834	8.122	21.442	-0.002	-0.001	0.013
O	15.772	5.307	17.503	-0.007	0	0.018
O	5.434	0.493	21.248	0.002	0.001	0.011
O	12.553	25.094	25.245	-0.007	-0.003	0.021
O	13.291	8.84	27.64	0.002	0	0.004
O	6.208	26.288	14.619	-0.003	-0.001	0.024
O	-2.896	-2.749	24.353	-0.005	-0.002	0.004
O	0.418	15.209	14.876	-0.006	0.004	0.01
O	28.898	-0.047	21.191	-0.004	-0.002	0.011
O	12.352	14.831	27.748	-0.004	0.004	0
O	17.788	11.328	19.798	0.003	0.001	0.018
O	18.915	13.763	14.204	0.007	-0.005	0.009
O	20.99	22.952	14.762	0.002	-0.002	0.017
O	13.789	19.186	26.877	0.001	-0.003	0.011
O	10.002	16.52	21.475	0.002	-0.005	0.013
O	-9.922	7.397	23.302	0	-0.007	0.019
O	29.051	25.25	22.746	-0.002	0.004	0.016
O	6.616	12.875	16.088	-0.002	0.001	0.008
O	9.281	-9.491	24.506	-0.004	0.003	0.008
O	-19.745	-18.396	17.71	-0.002	-0.006	0.013
O	-10.205	4.08	18.022	-0.004	0.004	0.008
O	-11.277	25.077	19.594	-0.004	0.001	0.012
O	-5.014	-2.205	21.639	-0.001	0.003	0.015
O	3.985	-9.209	21.285	0.001	0	0.012
O	6.374	22.804	19.131	0.001	0.004	0.009
O	-2.694	20.431	23.413	0	0.004	0.009
O	11.789	27.836	20.879	-0.003	0.002	0.011
O	-13.625	-6.876	21.012	0	0.002	0.006
O	2.131	5.416	21.335	0	-0.001	0.003
O	4.611	4.626	21.985	0.008	-0.006	0.014
O	2.104	-14.02	23.821	-0.004	0.002	0
O	25.099	11.637	24.575	-0.002	-0.001	0.002
O	9.919	-3.351	19.749	0.004	0.001	0.019
O	12.295	15.26	15.291	0	0.002	0.019
O	12.685	7.926	16.962	-0.004	-0.002	0.015
O	-2.555	12.012	16.63	-0.005	0.002	0.008
O	12.76	12.599	26.599	0.01	0.006	0.027
O	6.645	2.761	22.089	-0.001	0.003	0.011
O	17.742	11.828	24.681	-0.005	0.001	0.019
O	3.982	11.575	24.57	0.007	-0.002	0.018
O	4.147	5.088	19.551	-0.006	0	0.016
O	4.678	5.501	27.084	0.006	-0.001	0.013
O	16.704	3.707	22.294	-0.003	-0.006	0.02
O	7.73	-2.436	26.775	0.007	-0.005	0.015
O	14.602	17.053	19.653	-0.001	0.001	0.009
O	22.295	-8.205	16.521	0.001	0.001	0.01
O	11.344	7.129	27.107	-0.009	-0.01	0.013
O	22.572	4.772	23.915	0.001	0.007	0.006
O	3.062	7.541	26.919	-0.004	0.008	0.02
O	14.947	6.782	28.106	0.006	0	0.004
O	22.739	11.024	25.181	-0.004	0.003	0.01
H	2.197	0.514	35.989	-0.37	0.207	-0.214
H	0.549	2.153	35.989	0.29	-0.257	-0.259
H	3.315	4.87	36.025	0.216	-0.226	-0.297
H	4.944	3.212	36.025	-0.297	0.326	-0.169
H	2.206	5.981	36.044	-0.216	0.277	-0.213
H	0.55	7.611	36.044	0.289	-0.275	-0.221
H	4.912	8.709	36.046	-0.193	0.4	-0.217
H	3.262	10.346	36.046	0.24	-0.309	-0.256
H	2.175	11.422	36.012	-0.318	0.251	-0.248
H	0.545	13.079	36.012	0.326	-0.245	-0.27
H	3.284	15.773	35.952	0.34	-0.182	-0.301
H	4.94	14.141	35.952	-0.414	0.278	-0.214
H	7.675	0.508	35.936	-0.426	0.477	-0.19
H	6.017	2.137	35.936	0.262	-0.218	-0.363
H	8.697	4.851	35.963	0.128	-0.32	-0.307
H	10.345	3.212	35.963	-0.352	0.318	-0.224
H	7.602	5.963	36.037	-0.218	0.28	-0.211
H	5.977	7.625	36.037	0.199	-0.371	-0.269
H	8.712	10.38	35.992	0.299	-0.305	-0.213
H	10.354	8.736	35.992	-0.173	0.292	-0.252
H	7.637	11.455	35.969	-0.194	0.36	-0.272
H	5.994	13.1	35.969	0.342	-0.324	-0.241
H	8.671	15.847	35.919	0.439	-0.44	-0.241
H	10.315	14.204	35.919	-0.215	0.239	-0.352
H	13.045	0.516	35.965	-0.412	0.123	-0.266
H	11.396	2.153	35.965	0.285	-0.338	-0.276
H	15.791	3.224	35.975	-0.373	0.203	-0.219
H	14.134	4.853	35.975	0.217	-0.341	-0.259
H	11.449	7.609	35.974	0.158	-0.301	-0.261
H	13.064	5.937	35.974	-0.289	0.304	-0.228
H	14.166	10.351	36.001	0.188	-0.236	-0.278
H	15.794	8.692	36.001	-0.298	0.283	-0.225
H	11.4	13.119	36.041	0.302	-0.275	-0.182
H	13.046	11.478	36.041	-0.248	0.176	-0.261
H	15.8	14.152	36.012	-0.356	0.217	-0.259
H	14.141	15.779	36.012	0.312	-0.247	-0.23
H	0.82	1.878	5.987	-0.269	0.246	0.279
H	-0.837	3.508	5.987	0.357	-0.245	0.227
H	3.572	-0.843	5.987	-0.347	0.304	0.28
H	1.916	0.789	5.987	0.273	-0.238	0.274
H	-0.826	8.984	6.001	0.305	-0.265	0.232
H	0.821	7.344	6.001	-0.264	0.232	0.248
H	1.931	6.251	6.008	0.255	-0.269	0.224
H	3.574	4.607	6.008	-0.155	0.313	0.288
H	-0.818	14.43	6.036	0.309	-0.196	0.289
H	0.828	12.789	6.036	-0.276	0.33	0.263
H	3.534	10.08	6.024	-0.246	0.289	0.259
H	1.883	11.716	6.024	0.262	-0.368	0.218
H	4.672	3.489	5.99	0.231	-0.231	0.256
H	6.315	1.845	5.99	-0.444	0.32	0.257
H	7.345	0.832	6.007	0.421	-0.324	0.262
H	8.992	-0.808	6.007	-0.354	0.362	0.307
H	4.621	9.002	6.051	0.241	-0.344	0.221
H	6.25	7.344	6.051	-0.189	0.258	0.301
H	7.348	6.222	5.978	0.187	-0.282	0.235
H	8.979	4.566	5.978	-0.358	0.291	0.231
H	4.628	14.446	5.99	0.42	-0.258	0.227
H	6.282	12.812	5.99	-0.279	0.304	0.29
H	8.989	10.103	5.992	-0.217	0.251	0.301
H	7.346	11.747	5.992	0.297	-0.342	0.233
H	11.678	1.861	6.003	-0.314	0.272	0.306
H	10.04	3.51	6.003	0.349	-0.273	0.27
H	12.745	0.802	5.981	0.352	-0.29	0.225
H	14.41	-0.819	5.981	-0.26	0.254	0.257
H	10.093	8.997	5.96	0.251	-0.245	0.251
H	11.713	7.33	5.96	-0.188	0.371	0.231
H	14.41	4.573	5.991	-0.293	0.274	0.28
H	12.778	6.228	5.991	0.23	-0.314	0.261
H	10.013	14.502	5.981	0.448	-0.348	0.231
H	11.657	12.858	5.981	-0.199	0.174	0.279
H	14.432	10.077	5.989	-0.211	0.36	0.239
H	12.794	11.726	5.989	0.213	-0.187	0.273

Results
free energy: -284449.331 eV
free energy less fixed offsets of H -15.71, O -570.45, Si -639.56 eV per atom: -4.851 eV

The program warned: the cutoff lies below the one the program advises for these potential files; the forces do not sum to zero within the program's tolerance; empty levels may hold ghost states of the PAW files; the exchange-correlation potential is rough where the density is thin.
